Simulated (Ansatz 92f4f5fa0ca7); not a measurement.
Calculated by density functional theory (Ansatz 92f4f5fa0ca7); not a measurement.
Periodic cell of 226 atoms, Si133O91Al1F1, from a study of silicon, its oxide and their interface. The atomic structure is a simulated model.
Doubt: the cutoff is far below the 930 eV that the study's wrapper takes by default for these files, so forces and energies are approximate.

Settings: functional PBE; potential files Ansatz PAW; basis plane waves; wave-function cutoff 580 eV; density cutoff ratio 5; exchange-correlation grid ratio 1; k mesh 1 x 1 x 1, Gamma-centred; self-consistency stop 5e-08 eV per atom in the density residual; occupations fixed; spin none; net charge 0.

Cell vectors (angstrom)
a, 10.938, 0, 0
b, 0, 10.938, 0
c, 0, 0, 32.8352

Atoms: element, x, y, z (angstrom)
Si, -0.145, 0.1937, 25.2788
Si, 5.8877, -0.3214, 25.3545
Si, 2.5163, 2.9914, 25.3934
Si, 8.6365, 2.4007, 25.4968
Si, 0.2864, 5.0793, 25.5705
Si, 5.2306, 5.6941, 25.2753
Si, 2.9948, 7.9045, 25.1188
Si, 8.0891, 8.4086, 25.1522
Si, 1.4111, 1.3352, 26.6793
Si, 6.9544, 1.2714, 26.732
Si, 4.1107, 4.1416, 26.6901
Si, 9.7001, 3.9498, 26.9115
Si, 1.4684, 6.8152, 26.6375
Si, 6.8771, 6.8432, 26.5721
Si, 4.1682, 9.4702, 26.568
Si, 9.6136, 9.5455, 26.6058
Si, 2.7977, -0.0597, 27.9837
Si, 8.2785, -0.0731, 28.084
Si, 0.1138, 2.6132, 28.1703
Si, 5.5051, 2.7079, 28.0066
Si, 2.7626, 5.4693, 28.0792
Si, 8.2249, 5.4402, 28.0193
Si, 0.0414, 8.1759, 27.9866
Si, 5.5079, 8.1657, 28.0326
Si, 4.1018, 1.3673, 29.417
Si, 9.5708, 1.3673, 29.417
Si, 1.3673, 4.1018, 29.417
Si, 6.8362, 4.1018, 29.417
Si, 4.1018, 6.8362, 29.417
Si, 9.5708, 6.8362, 29.417
Si, 1.3673, 9.5708, 29.417
Si, 6.8362, 9.5708, 29.417
Si, 0, 0, 30.7842
Si, 5.469, 0, 30.7842
Si, 2.7345, 2.7345, 30.7842
Si, 8.2035, 2.7345, 30.7842
Si, 0, 5.469, 30.7842
Si, 5.469, 5.469, 30.7842
Si, 2.7345, 8.2035, 30.7842
Si, 8.2035, 8.2035, 30.7842
Si, 1.3673, 1.3673, 32.1515
Si, 6.8362, 1.3673, 32.1515
Si, 4.1018, 4.1018, 32.1515
Si, 9.5708, 4.1018, 32.1515
Si, 1.3673, 6.8362, 32.1515
Si, 6.8362, 6.8362, 32.1515
Si, 4.1018, 9.5708, 32.1515
Si, 9.5708, 9.5708, 32.1515
Si, 2.7345, 0, 0.6835
Si, 8.2035, 0, 0.6835
Si, 0, 2.7345, 0.6835
Si, 5.469, 2.7345, 0.6835
Si, 2.7345, 5.469, 0.6835
Si, 8.2035, 5.469, 0.6835
Si, 0, 8.2035, 0.6835
Si, 5.469, 8.2035, 0.6835
Si, 4.1018, 1.3673, 2.0507
Si, 9.5708, 1.3673, 2.0507
Si, 1.3673, 4.1018, 2.0507
Si, 6.8362, 4.1018, 2.0507
Si, 4.1018, 6.8362, 2.0507
Si, 9.5708, 6.8362, 2.0507
Si, 1.3673, 9.5708, 2.0507
Si, 6.8362, 9.5708, 2.0507
Si, 0, 0, 3.418
Si, 5.469, 0, 3.418
Si, 2.7345, 2.7345, 3.418
Si, 8.2035, 2.7345, 3.418
Si, 0, 5.469, 3.418
Si, 5.469, 5.469, 3.418
Si, 2.7345, 8.2035, 3.418
Si, 8.2035, 8.2035, 3.418
Si, 1.426, 1.3153, 4.825
Si, 6.7264, 1.44, 4.8148
Si, 4.0125, 4.1474, 4.8203
Si, 9.5151, 4.163, 4.7127
Si, 1.3587, 6.8556, 4.8468
Si, 6.7504, 6.925, 4.6802
Si, 4.0297, 9.6372, 4.8717
Si, 9.5222, 9.6261, 4.7359
Si, 2.7448, 0.0374, 6.4916
Si, 8.0915, 0.0219, 6.0663
Si, -0.1297, 2.676, 5.9399
Si, 5.345, 2.8276, 6.2535
Si, 2.5703, 5.4262, 6.3169
Si, 8.1738, 5.6354, 5.9478
Si, -0.0454, 8.3015, 6.1059
Si, 5.3693, 8.1684, 6.1042
Si, 3.6933, 1.9177, 7.8167
Si, 9.6116, 1.2367, 7.3776
Si, 1.0509, 3.7418, 7.5945
Si, 6.671, 4.5159, 7.298
Si, 4.3387, 6.5816, 7.527
Si, 9.2877, 7.1673, 7.4056
Si, 0.8729, 9.8809, 7.6159
Si, 7.0037, 9.3158, 7.3128
O, 5.571, 5.5568, 8.0354
O, -0.0728, 0.276, 7.7928
O, 2.2922, 2.768, 8.1693
O, 8.1446, 8.267, 7.8899
O, 2.2525, 8.5012, 23.7371
O, 8.1699, 5.4605, 22.7087
O, 6.9602, 9.5379, 24.631
O, 1.3543, 4.0495, 24.775
O, 6.344, 10.007, 8.6576
O, -0.2342, 4.0871, 8.8457
O, 0.6814, 9.2413, 9.141
O, 7.84, 4.095, 8.3766
O, 9.8359, 6.6325, 8.8711
O, 4.4921, 1.887, 9.2946
O, 3.8247, 7.3343, 8.9299
O, 9.1148, 1.8646, 8.8389
O, 5.2942, 0.6019, 24.1316
O, 8.0342, 3.3126, 24.2909
O, 11.8205, 6.6621, 19.7616
O, 5.9306, 4.8756, 24.0225
O, 8.8201, 7.8161, 23.7554
O, 3.2655, 2.3958, 24.05
O, 4.1192, 6.7705, 24.5974
O, 11.4328, -0.4411, 23.8844
Si, 11.7734, 9.1167, 10.7483
Si, 7.1651, 15.3129, 11.4574
Si, 8.3425, 11.4143, 15.0361
Si, 2.151, 13.1699, 19.2161
Si, 4.7536, 13.6031, 10.7189
Si, 1.8076, -2.3365, 17.555
Si, 5.0413, 1.4688, 18.6775
Si, 0.8931, -0.5485, 20.0055
Si, -0.7484, 7.7488, 12.9947
Si, -3.1076, -1.8841, 16.5334
Si, 9.2261, 2.5362, 16.6453
Si, 9.0643, 3.4496, 9.245
Al, 6.5125, 9.9051, 10.256
Si, 10.9352, 5.6361, 9.5548
Si, 1.7554, 9.0625, 14.4738
Si, 4.0293, 12.1101, 23.2912
Si, 5.4246, 2.9976, 21.2745
Si, -3.7427, 7.5397, 12.0529
Si, -1.8447, -1.7921, 19.1412
Si, 11.5231, 5.6621, 21.0168
Si, 6.4297, 2.3486, 15.9286
Si, 16.5949, 4.4373, 14.0728
Si, 0.0383, 4.951, 12.6196
Si, 10.4169, 2.322, 13.9427
Si, 1.742, 9.8929, 23.0111
Si, 3.1509, 4.7209, 12.1485
Si, 6.0219, 6.9338, 15.9635
Si, -4.7726, 9.5465, 18.9429
Si, 10.7019, 6.8144, 18.5788
Si, 4.3942, 7.0473, 18.553
Si, -0.2043, 3.9093, 18.73
Si, 4.5563, 0.1622, 12.1135
Si, 12.4876, 11.3829, 12.6439
Si, 2.7655, 7.0242, 10.1262
Si, 7.2293, 4.2496, 23.2538
Si, 9.4095, 6.3704, 23.2334
Si, 4.6982, -2.3243, 13.8187
Si, 3.3248, 4.8238, 20.6906
O, 9.0926, -1.6038, 17.5165
O, -4.4381, 9.6093, 17.3356
O, 11.763, 1.8128, 13.1456
O, 10.5101, 6.2281, 13.4988
O, 3.8655, 5.8643, 19.5519
O, 12.4278, 6.2709, 9.4102
F, 7.496, 11.0749, 10.7452
O, -3.387, -3.4674, 16.2462
O, 5.8961, 3.8238, 10.5728
O, 15.1803, 4.764, 13.347
O, -1.2565, 1.3302, 24.7413
O, 5.1587, 8.1817, 15.3218
O, 8.9579, 11.8633, 16.5009
O, 3.0589, 8.2796, 13.783
O, 5.0363, 10.1239, 10.8954
O, 2.0936, 5.4078, 21.6142
O, 13.243, 8.391, 10.9049
O, 1.3108, -1.2213, 21.442
O, 1.1562, 3.1138, 18.2542
O, 5.5985, 2.6318, 19.6924
O, 3.0851, 7.678, 17.858
O, 1.9771, -1.7369, 16.0694
O, 0.6955, 10.5531, 11.5221
O, 2.9907, -0.0238, 23.0377
O, 3.3714, 3.3943, 11.2199
O, 0.4404, 7.7209, 17.4327
O, -0.5065, 13.755, 15.532
O, -2.4017, 7.8771, 12.9737
O, 7.2687, 6.0139, 11.4689
O, 5.2432, 8.2363, 19.3193
O, 5.3234, 6.4209, 17.3536
O, 5.7532, 7.8048, 12.8306
O, 10.6058, 5.38, 11.1134
O, -0.4058, 6.4172, 22.048
O, -1.6063, 1.0726, 13.8608
O, -0.5193, 5.3284, 17.9639
O, 8.1468, 9.8004, 15.1037
O, 6.8418, 3.9817, 13.0261
O, 4.6401, 4.4174, 21.5419
O, 8.5162, 3.6913, 10.7975
O, 7.603, 9.4596, 19.7536
O, 10.6616, 8.1501, 11.4689
O, 7.7838, 14.1764, 16.262
O, 1.8086, 10.6124, 14.0311
O, 0.2377, 8.5766, 14.0364
O, 10.0874, 3.6843, 13.1132
O, 14.3492, 6.0449, 11.2447
O, -3.7478, 8.5214, 10.7515
O, -0.111, 4.2886, 20.3494
O, 6.8616, 12.0845, 14.9023
O, 13.939, 11.5485, 11.9438
O, 16.2808, 3.2659, 15.1566
O, 6.8549, 3.277, 21.9871
O, 5.2947, 12.5487, 11.8826
O, 5.3801, 10.9299, 19.298
O, 3.4187, 1.5688, 18.4404
O, 9.5525, 2.9126, 18.2022
O, 1.2833, 11.9954, 19.9839
O, 1.6819, 9.7206, 18.7376
O, 10.1588, 5.6979, 24.4966
O, 6.1589, 5.7396, 14.8899
O, 4.6222, 1.7271, 21.8895
O, 2.7644, 14.3106, 20.1949
O, -0.7208, 21.0618, 19.8181
O, 4.8393, -0.7013, 13.4881
O, 5.7718, 1.7141, 17.2602
O, 1.6447, 4.6883, 12.772
O, 9.4227, 7.5358, 19.3051

Results
free energy: -139539.168 eV
free energy less fixed offsets of Al -1619.15, F -1619.15, O -568.88, Si -635.61 eV per atom: 3.342 eV

Forces (eV/angstrom), in the order of the atoms: element, x, y, z
Si, -0.1442, 0.1778, -0.3195
Si, 0.0224, 0.0493, -0.1699
Si, -0.1415, 0.1866, -0.471
Si, -0.0192, 0.0967, -0.2938
Si, -0.025, -0.0209, -0.3154
Si, -0.0353, 0.0105, -0.2779
Si, 0.0233, -0.08, -0.1467
Si, -0.115, 0.0396, -0.1402
Si, 0.0327, -0.0624, -0.2633
Si, -0.0221, 0.0385, -0.2063
Si, 0.0606, -0.0078, -0.1078
Si, -0.0725, 0.0129, -0.2067
Si, -0.0071, -0.0451, -0.1867
Si, 0.1052, -0.0255, -0.1772
Si, 0.0288, 0.0448, -0.2383
Si, 0.0116, -0.0142, -0.1809
Si, 0.0574, -0.0585, 0.0648
Si, 0.0522, 0.0116, 0.056
Si, -0.0256, -0.0357, 0.0806
Si, -0.0103, -0.02, 0.0299
Si, -0.0136, 0.0065, 0.0522
Si, -0.0608, 0.0673, 0.0085
Si, -0.0215, -0.0229, 0.0779
Si, 0.0185, -0.0581, -0.1017
Si, 0.1271, -0.1278, -0.4142
Si, 0.139, -0.538, 0.6363
Si, 0.3741, 0.0506, 0.4623
Si, -0.014, -0.0031, -0.2442
Si, 0.2598, 0.0206, 0.1759
Si, 0.0895, 0.0078, -0.3979
Si, 0.1173, -0.0652, -0.4347
Si, 0.0404, -0.1997, 0.067
Si, -0.1491, 0.0773, 0.051
Si, 0.0306, 0.0238, -0.0331
Si, -0.0062, 0.1752, 0.0318
Si, -0.0113, 0.0156, -0.0548
Si, -0.0399, -0.0214, -0.0328
Si, -0.0636, 0.0351, -0.0017
Si, 0.0369, 0.0384, -0.0319
Si, -0.0833, 0.0395, -0.0042
Si, 0.0174, -0.1007, -0.0198
Si, 0.0316, 0.0187, -0.0243
Si, 0.0966, -0.0832, 0.0028
Si, -0.0049, -0.0176, -0.0155
Si, -0.0076, -0.0286, -0.0226
Si, 0.0776, -0.0579, -0.0177
Si, -0.0089, -0.0097, -0.0178
Si, 0.1009, -0.0649, -0.007
Si, 0.0158, 0.0408, 0.0379
Si, -0.0818, 0.0288, 0.0024
Si, -0.0546, 0.0666, 0.0129
Si, 0.0078, 0.039, 0.0138
Si, -0.0364, 0.0215, 0.0173
Si, -0.048, 0.0539, 0.049
Si, -0.0763, 0.0158, 0.0131
Si, -0.0398, 0.0578, 0.0001
Si, 0.036, -0.0491, -0.0026
Si, 0.0814, -0.0063, 0.0479
Si, -0.0258, -0.0367, 0.0407
Si, -0.0536, -0.1692, -0.024
Si, 0.1006, -0.0567, 0.0146
Si, 0.0683, 0.0132, -0.0016
Si, -0.0757, -0.0667, -0.0151
Si, 0.1608, -0.0441, -0.0148
Si, 0.2818, 0.0379, -0.1038
Si, -0.3915, 0.1113, 0.3276
Si, 0.0032, -0.0959, 0.1192
Si, -0.5497, 0.0102, -0.0496
Si, 0.2347, 0.3389, -0.0631
Si, -0.4539, -0.0912, -0.2087
Si, -0.0547, 0.2398, 0.4601
Si, -0.0972, 0.3957, -0.6235
Si, 0.0959, -0.1424, 0.0518
Si, 0.0433, 0.1076, -0.0365
Si, -0.0396, 0.0324, 0.0369
Si, 0.0178, 0.1147, -0.0214
Si, -0.1532, 0.0462, -0.0857
Si, 0.0324, 0.0554, -0.1405
Si, 0.0015, 0.0372, -0.0057
Si, -0.0137, 0.09, -0.0756
Si, -0.1051, 0.1, 0.0926
Si, 0.046, -0.1367, 0.1941
Si, -0.4585, -0.0537, 0.4144
Si, -0.0305, 0.0453, 0.2156
Si, 0.0046, 0.0418, 0.4109
Si, 0.0195, 0.0097, 0.2757
Si, 0.0163, -0.0746, 0.2826
Si, 0.0829, -0.0927, -0.059
Si, 0.8086, -0.3312, 0.571
Si, 0.038, -0.4566, -0.3092
Si, 2.2179, -0.5371, -1.8479
Si, -0.4189, 0.3374, -0.0401
Si, 0.064, 0.0075, 0.71
Si, -0.6909, 0.6334, -0.2572
Si, -0.1313, -0.0509, 0.3796
Si, -0.9517, 0.9624, 2.2985
O, 0.0027, -0.2738, -0.6727
O, 0.0636, -0.124, -0.1432
O, -0.8968, 0.6241, -0.0549
O, 0.6756, -0.6144, -0.7234
O, 0.1099, -0.0903, 0.3178
O, 0.0156, -0.0087, 0.0869
O, -0.0575, 0.0012, 0.5664
O, 0.0608, 0, 0.7584
O, 0.0465, -0.3603, -6.5606
O, -0.1815, 0.3107, 0.5481
O, 0.1217, 0.066, -0.8361
O, 1.0876, -0.2215, 0.4766
O, 0.7567, -1.3903, 0.2395
O, -0.5316, 0.0991, -0.989
O, -0.078, -0.2517, -0.6194
O, 0.5939, 1.1142, -0.0036
O, -0.003, -0.0609, 0.1179
O, -0.0168, -0.0102, -0.0281
O, -0.0405, -0.0063, 0.154
O, -0.1119, 0.0969, 0.1517
O, -0.1197, 0.0899, 0.3214
O, 0.0007, -0.0573, 0.2473
O, 0.0756, 0.0086, 0.5449
O, -0.0608, 0.0196, 0.2794
Si, -0.0724, 0.3288, 0.8228
Si, -0.8172, 0.8947, 0.699
Si, -0.1521, -0.0829, -0.3412
Si, 0.0144, 0.1549, -0.098
Si, 0.4033, -0.8412, 1.005
Si, -0.0074, 0.03, -0.2745
Si, 0.0089, 0.0806, -0.142
Si, -0.0016, 0.1633, -0.4063
Si, -0.729, 0.2917, 0.2464
Si, -0.0838, -0.0045, -0.3236
Si, 0.0122, -0.0699, 0.0237
Si, -3.1845, -1.4202, 0.933
Al, 0.6427, 0.5027, 1.2156
Si, -0.0352, 2.7074, 1.6315
Si, 0.2283, 0.0545, -0.2361
Si, 0.1181, 0.2173, -0.1246
Si, -0.0389, 0.2284, -0.3687
Si, -0.2717, 1.9561, -1.708
Si, -0.0301, -0.012, -0.0944
Si, 0.2551, -0.2272, -0.279
Si, -0.0932, -0.1993, -0.2125
Si, 0.0201, 0.053, -0.1046
Si, 0.2252, -0.1544, 1.4488
Si, 0.0226, -0.3833, -0.0821
Si, -0.0341, -0.0012, -0.0629
Si, 0.3119, -0.229, 0.3471
Si, -0.0914, 0.2004, -0.3046
Si, -0.0045, 0.0506, -0.2006
Si, 0.0486, -0.1011, -0.1539
Si, -0.0174, -0.0646, -0.123
Si, 0.0497, 0.0182, -0.0537
Si, 0.9301, -1.6382, -1.5897
Si, 0.5917, -0.019, 0.0166
Si, 0.8249, 0.5239, 0.9213
Si, -0.0458, -0.262, -0.2631
Si, 0.202, -0.1003, -0.0682
Si, 0.4145, 0.4789, -0.7638
Si, -0.0638, -0.026, -0.1648
O, 0.0173, 0.0079, 0.1487
O, 0.024, -0.0092, 0.0818
O, -0.2046, 0.1566, 0.0843
O, 0.1871, -0.2913, -0.3416
O, 0.0393, 0.0639, 0.0075
O, -1.0268, -1.0703, -0.5832
F, 2.0749, 2.5401, 0.8683
O, 0.0462, 0.0343, 0.1171
O, 0.1961, 0.1562, -0.2703
O, -0.1679, 0.0211, -0.1177
O, 0.0198, -0.0787, 0.6644
O, 0.0748, -0.1761, 0.4058
O, 0.0731, 0.0822, 0.1332
O, -0.2817, -0.1149, 0.0979
O, -4.2475, 1.2248, 2.404
O, -0.1316, 0.0402, 0.0818
O, -0.09, -0.3686, -0.3498
O, 0.0647, -0.0978, 0.3744
O, -0.0355, 0.0179, 0.041
O, 0.0313, 0.0415, 0.1828
O, 0.0313, -0.013, 0.0542
O, -0.0278, -0.0017, 0.2724
O, -0.0917, -0.1707, -0.2768
O, 0.0069, -0.0307, -0.0536
O, -0.203, 0.1947, -0.2308
O, -0.0575, -0.0383, 0.0491
O, -0.0534, 0.0726, 0.1042
O, 0.7636, -0.1841, 0.4362
O, 0.1565, -1.3026, -0.1479
O, 0.0377, 0.0159, 0.0419
O, -0.0217, -0.0236, 0.1659
O, -0.3654, -0.2493, 0.5118
O, 0.0477, -0.2884, -1.8717
O, -0.2178, 0.1747, 0.2979
O, 0.0543, 0.1388, 0.0891
O, 0.0214, 0.0126, 0.0469
O, 0.0174, 0.0124, 0.2217
O, 0.0897, -0.0979, -0.1112
O, 0.0473, -0.1243, 0.1158
O, 1.1952, -0.2188, -1.2078
O, 0.0249, -0.0249, 0.0115
O, 0.2594, -0.0799, -0.4222
O, 0.1069, 0.0742, 0.0673
O, -0.1372, -0.0463, 0.0897
O, 0.0418, -0.0795, -0.0009
O, 0.0103, 0.1444, -0.2417
O, -0.23, 0.1826, -0.3879
O, 1.6914, -4.4412, 2.1683
O, 0.0004, 0.0783, 0.0435
O, 0.0367, 0.084, 0.1078
O, -0.7607, 0.3274, 0.1847
O, 0.0286, -0.0054, 0.0802
O, 0.1342, 0.1632, 0.3989
O, -0.1795, 0.9605, -0.2392
O, 0.0063, -0.0792, 0.0403
O, 0.0238, -0.0259, 0.0275
O, 0.0332, 0.0216, -0.041
O, -0.0217, -0.137, 0.0887
O, -0.0471, 0.0379, 0.1442
O, 0.0212, 0.0208, -0.0338
O, 0.0391, -0.0599, 0.0954
O, -0.1672, -0.213, 0.346
O, 0.0198, -0.0202, 0.076
O, 0.0385, -0.0377, 0.0618
O, -0.1737, -0.1569, 0.6288
O, -0.0363, -0.0323, 0.1179
O, -0.1611, 0.0591, -0.2184
O, -0.0621, 0.0935, 0.0066

The program warned: the cutoff lies below the one the program advises for these potential files; the exchange-correlation potential is rough where the density is thin.
